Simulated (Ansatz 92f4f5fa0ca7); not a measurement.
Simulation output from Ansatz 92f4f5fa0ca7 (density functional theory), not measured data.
Periodic cell of 234 atoms, Si134O100, from a study of silicon, its oxide and their interface. The atomic structure is a simulated model.

Settings
functional: PBE
potential files: Ansatz PAW
basis: plane waves
wave-function cutoff: 700 eV
density cutoff ratio: 5
exchange-correlation grid ratio: 2
k mesh: 2 x 2 x 1, shifted by 0.5 0.5 0.5 of a step
self-consistency stop: 5e-08 eV per atom in the density residual
occupations: Fermi-Dirac, 0.05 eV
spin: none
net charge: 0

Cell vectors (angstrom)
a 11.5983 0 0
b 0 15.4644 0
c 4.7283 -1.6129 22.0873

Atoms: element, x, y, z (angstrom)
Si 0.6472 0.0156 0.4793
Si 0.4611 3.0459 0.0256
Si 0.5985 7.9287 -0.3417
Si 0.5185 12.3858 0.2023
Si 4.7976 0.0944 0.1132
Si 4.3778 3.1804 0.0392
Si 4.5476 7.5634 0.0431
Si 4.4175 10.7437 -0.1244
Si 8.2711 0.6572 0.1411
Si 8.3068 3.7331 0.5533
Si 8.258 6.8983 0.0682
Si 8.3937 11.6135 0.0006
Si 2.7411 -0.1559 1.4761
Si 2.4388 3.5512 1.3482
Si 2.4716 7.6017 1.2769
Si 2.5335 11.4588 1.2512
Si 6.5316 -0.0278 1.6502
Si 6.2422 3.6877 1.5751
Si 6.4114 7.4263 1.4727
Si 6.38 11.2243 1.2242
Si 10.1903 0.0004 1.5452
Si 10.3444 3.6483 1.6202
Si 10.3024 7.4686 1.1859
Si 10.2423 11.6822 1.5076
Si 2.5764 1.7584 2.8719
Si 2.4751 5.6014 2.6657
Si 2.4616 9.5297 2.6917
Si 2.6566 13.3405 2.7277
Si 6.4075 1.8426 3.0074
Si 6.2982 5.5971 2.8995
Si 6.4204 9.4275 2.7713
Si 6.4039 13.2661 2.6747
Si 10.2876 1.8094 2.9884
Si 10.3694 5.6738 2.8148
Si 10.2607 9.4856 2.6467
Si 10.1901 13.5147 2.8779
Si 0.6504 1.7656 4.2646
Si 0.6858 5.6465 4.1968
Si 0.5606 9.4866 4.1207
Si 0.6471 13.3853 4.0581
Si 4.4546 1.812 4.2925
Si 4.3435 5.6386 4.2054
Si 4.4206 9.5276 4.104
Si 4.5307 13.352 4.1446
Si 8.3667 1.843 4.3136
Si 8.344 5.6315 4.1581
Si 8.3685 9.4578 4.1353
Si 8.2498 13.3163 4.1451
Si 0.5815 -0.2323 5.4796
Si 0.653 3.7268 5.6118
Si 0.7193 7.5649 5.5847
Si 0.5433 11.4685 5.4695
Si 4.4976 -0.1636 5.5279
Si 4.4588 3.7263 5.6423
Si 4.3741 7.629 5.5318
Si 4.4328 11.4449 5.5492
Si 8.3396 -0.2033 5.4401
Si 8.4277 3.773 5.6213
Si 8.3153 7.5274 5.5764
Si 8.3481 11.4031 5.5204
Si 2.5017 -0.1059 6.7942
Si 2.5521 3.7576 7.0277
Si 2.6168 7.663 7.1228
Si 2.4218 11.4703 6.9107
Si 6.4806 -0.0927 6.838
Si 6.4729 3.7112 6.9201
Si 6.2669 7.5847 6.9371
Si 6.4137 11.465 6.8808
Si 10.2246 -0.3693 6.8335
Si 10.349 3.6968 7.0127
Si 10.3447 7.4349 6.8846
Si 10.2509 11.4362 6.9365
Si 2.5432 1.7389 8.2405
Si 2.8337 5.6016 8.4896
Si 2.3663 9.7112 8.5329
Si 2.396 13.4917 8.1275
Si 6.5487 1.7716 8.2726
Si 6.3907 5.5752 8.2874
Si 6.2572 9.5944 8.2801
Si 6.4206 13.4864 8.1615
Si 10.319 1.5792 8.0659
Si 10.4708 5.591 8.4897
Si 10.234 9.3974 8.1123
Si 10.0891 13.2755 8.4787
Si 0.5433 1.3385 9.5014
Si 1.0033 5.9836 9.9304
Si 0.2064 9.1294 9.8844
Si 0.5335 13.6949 9.5955
Si 4.5395 1.4624 9.4003
Si 4.7704 4.59 9.8678
Si 4.4032 10.4591 9.5846
Si 4.4106 13.7348 9.2249
Si 8.5621 1.382 9.6085
Si 8.344 6.0211 9.5163
Si 8.2981 9.202 9.382
Si 8.0276 13.7267 9.9384
Si 1.5642 -2.773 12.279
Si 6.5835 6.7398 18.9989
Si 12.5443 2.694 19.0943
Si 9.0802 -3.7836 14.2706
Si 2.2404 -0.3637 13.8918
Si 13.9237 6.0682 12.7725
Si 4.2288 10.9256 12.3652
Si 9.516 9.9718 11.9321
Si 5.1007 -0.6539 14.7263
Si 10.5167 2.7139 11.6737
Si 7.8746 9.5973 19.1913
Si 11.2 1.1569 14.2935
Si 6.6512 13.0014 12.8504
Si 8.0447 7.5298 13.1202
Si 9.9344 -1.0925 15.5449
Si 1.2974 7.831 14.7871
Si 12.1311 11.2253 17.6835
Si 5.0711 -2.4849 17.0782
Si 11.4429 6.2065 16.612
Si 9.4863 10.3897 16.9126
Si 4.0238 2.4907 19.3399
Si 7.3426 5.3339 14.6526
Si 3.1496 10.1107 14.9214
Si 3.5392 -5.2094 17.7204
Si 12.9422 5.7386 19.0426
Si 1.4627 12.5718 15.0936
Si 9.014 5.0684 12.2137
Si 5.4515 0.3731 17.5078
Si 4.0707 5.3545 17.9753
Si 8.3299 15.2468 17.8572
Si 3.8602 8.9543 20.4067
Si 8.6279 5.0587 17.3862
Si 10.9618 0.8617 17.1988
Si 9.6426 3.5666 19.9499
Si 2.428 5.3959 15.5023
Si 7.7956 12.381 18.223
Si 11.7283 -2.9364 20.5403
Si 5.3498 6.1629 12.6461
O 0.6302 -1.4679 -0.3157
O 3.9595 9.0977 18.7778
O 0.5703 1.4255 -0.4669
O 0.1713 3.8515 -1.3971
O 7.9581 6.2246 18.2968
O 4.3494 4.0156 18.8511
O 4.4323 7.5998 21.1259
O 0.1549 11.7553 -1.2618
O 9.5945 0.8105 18.1319
O 4.633 1.6248 -0.542
O 12.8399 7.2041 13.2792
O 4.037 4.0737 -1.3227
O 6.8063 8.3449 19.3358
O 4.828 6.5848 -1.2837
O 4.2365 11.3059 -1.6826
O 3.8968 9.588 16.2668
O 4.8758 -1.1085 17.9632
O 6.9662 16.1034 18.0694
O 12.2069 12.2316 16.4129
O 8.2633 2.2733 -0.3167
O 11.1594 2.9056 19.9544
O 8.5124 14.7635 16.275
O 9.151 10.7483 -1.2235
O 1.7086 5.461 11.3921
O 2.1011 -1.2346 12.5167
O 9.2811 6.6517 12.4832
O 4.5316 9.1244 -0.5146
O 0.6845 7.5843 10.1777
O 3.8233 6.7726 12.7345
O 2.7729 -3.8457 12.1154
O 0.6661 12.6931 10.9289
O 11.0987 -0.7019 16.6667
O 4.465 -0.1492 10.045
O 4.5671 2.9562 10.2694
O 3.7976 0.0735 14.0434
O 4.4585 12.1266 9.8533
O 10.9745 9.5188 11.3102
O 1.9423 -4.986 17.9258
O 5.3415 12.0755 12.6178
O 7.4626 13.2182 11.4393
O 8.2871 -0.128 10.2141
O 1.868 14.1433 15.1708
O 9.1255 2.2387 10.9345
O 8.3037 7.6418 10.0091
O 12.4911 5.0808 16.0136
O 9.795 11.274 12.8671
O 7.5806 -3.2567 13.9436
O 0.7338 -3.1699 13.6489
O 4.4698 1.5028 18.1107
O 5.5891 0.4215 15.8681
O 9.9431 5.6105 16.599
O 6.5421 7.296 12.438
O 6.1857 14.4314 13.5524
O 5.2359 5.2237 11.317
O 9.9118 -2.6002 15.0042
O 0.5487 -0.1935 10.167
O 6.6445 -2.8989 17.0849
O 8.3892 5.2493 -0.2392
O 14.0256 2.2524 19.6495
O 7.8535 6.9194 14.6564
O 8.1178 5.0312 10.8482
O 7.2646 11.1468 19.1735
O 2.5326 7.0433 15.5474
O 11.6785 -3.4036 18.9917
O 10.6131 2.1407 13.1823
O 7.9947 7.5593 -1.4512
O 5.7968 5.3434 14.0377
O 11.5131 7.5265 15.6199
O 2.8537 6.2216 18.6402
O 8.5061 10.2505 10.6688
O 12.1966 1.4812 18.0367
O 8.2344 4.4834 13.5453
O 0.2438 2.3665 10.7887
O 4.2263 -3.7074 17.7545
O 6.2462 5.92 20.385
O 4.1437 9.9213 13.6635
O 10.2933 -0.2117 14.2123
O 8.6096 9.0266 12.9549
O 10.4214 4.3255 11.9224
O 2.4962 4.8919 13.9413
O 1.678 9.3998 14.741
O 12.7073 -1.6336 20.7381
O 1.1971 0.8951 13.9743
O 1.2025 4.1966 18.5139
O 5.3671 6.3537 17.9458
O 9.1244 10.4105 15.3216
O 3.6199 4.8467 16.4657
O 7.5657 4.6863 16.1539
O 10.927 1.7656 15.8078
O 9.0698 3.849 18.4104
O 4.7456 -2.0543 15.5282
O 2.8193 11.6808 15.121
O 10.1769 -2.5823 21.0419
O 11.8659 6.6027 18.1517
O 11.0422 10.0728 17.2753
O 8.1782 13.8847 18.7954
O 4.5812 9.9075 11.138
O 7.7496 12.9895 -0.6538
O 9.1661 11.8811 17.5077
O 8.5643 9.3143 17.7186

Results
free energy: -142063.678 eV
free energy less fixed offsets of O -569.03, Si -635.61 eV per atom: 11.062 eV
pressure: -0.76 GPa
stress xx, yy, zz, yz, xz, xy (GPa, positive in tension): 0.34, 1.12, 0.82, -0.13, 0.05, -0.19

Forces (eV/angstrom), in the order of the atoms: element, x, y, z
Si 0.081 -0.0763 -0.573
Si -0.0929 -0.1366 -0.385
Si 0.179 0.3537 0.0049
Si 0.133 0.2359 -0.4185
Si 0.1219 -0.0221 -0.0647
Si 0.0157 -0.1208 -0.0926
Si -0.0275 0.0545 -0.1342
Si -0.0419 -0.0602 -0.525
Si 0.2344 0.1607 -0.1699
Si 0.0612 0.1779 -0.3997
Si 0.0856 -0.1797 -0.4946
Si 0.2108 0.0297 -0.1136
Si 0.2312 0.2401 -0.2785
Si -0.0304 0.0029 -0.1784
Si 0.0031 -0.1689 -0.2112
Si -0.074 0.0666 -0.1162
Si -0.0337 0.0062 -0.178
Si -0.3103 -0.128 -0.3719
Si -0.0499 0.0343 -0.1078
Si 0.0767 0.0931 0.0436
Si -0.2566 0.1525 -0.3163
Si 0.1988 0.0175 -0.2774
Si -0.0228 -0.1211 -0.0078
Si -0.0927 -0.1302 0.001
Si 0.1269 -0.117 0.1055
Si 0.0387 -0.0145 -0.2088
Si 0.1263 0.083 0.091
Si 0.0021 -0.1987 0.1233
Si -0.0831 0.0611 0.2422
Si 0.0792 0.0368 0.3282
Si -0.1161 -0.0329 0.0299
Si 0.0941 -0.1405 -0.2498
Si -0.0802 0.0187 0.3007
Si -0.0842 0.2511 -0.0354
Si 0.142 0.052 -0.1892
Si -0.0954 -0.0022 0.1664
Si -0.1673 -0.0234 -0.0369
Si -0.1099 -0.0599 0.0796
Si 0.0725 -0.0938 0.0929
Si -0.0195 -0.0956 -0.0475
Si 0.0088 0.1221 -0.1377
Si 0.0265 0.0455 0.05
Si -0.0005 0.0707 -0.025
Si -0.1378 0.0359 0.0903
Si 0.1747 -0.0053 -0.1796
Si -0.0337 -0.0649 -0.1243
Si -0.0615 -0.0149 0.049
Si 0.1641 -0.0006 0.0285
Si 0.1535 0.0731 0.1334
Si 0.1096 0.012 -0.1084
Si -0.1014 0.0539 0.0504
Si 0.045 0.0285 -0.0334
Si -0.0195 -0.0796 0.0248
Si 0.0241 0.0653 -0.044
Si 0.023 -0.0174 -0.0797
Si 0.0378 -0.1113 0.0098
Si -0.2546 0.0109 0.2486
Si -0.0402 -0.0682 0.0463
Si 0.0494 -0.0017 0.1243
Si -0.0616 0.0397 -0.0392
Si -0.1187 0.0049 -0.2734
Si -0.0867 0.0548 -0.0063
Si -0.0309 0.0491 0.238
Si 0.0639 -0.0562 -0.1859
Si 0.2441 0.1311 -0.2457
Si 0.0957 0.0506 -0.2266
Si -0.0508 -0.0027 -0.0192
Si 0.0257 0.0299 -0.1702
Si -0.0282 -0.2826 -0.0225
Si -0.0857 0.165 0.0773
Si 0.0619 -0.3316 -0.0938
Si -0.0108 0.0401 0.0282
Si -0.3544 -0.151 0.1582
Si -0.1398 -0.247 0.3384
Si -0.0704 -0.0255 0.2557
Si -0.2887 -0.0068 0.2081
Si 0.3274 -0.162 0.178
Si 0.0674 -0.1569 0.2964
Si 0.0075 0.0599 0.1136
Si 0.3228 -0.1798 0.1628
Si -0.084 0.1558 0.1598
Si 0.0362 0.1241 0.2491
Si 0.1036 0.01 0.2126
Si -0.047 0.1251 0.1399
Si 0.1437 0.0407 0.3501
Si 0.148 -0.0264 0.0126
Si -0.2078 -0.011 -0.0492
Si 0.1587 0.0861 0.2961
Si -0.1093 -0.1399 0.3215
Si 0.0765 0.6145 0.2519
Si 0.1106 -0.0193 0.1117
Si -0.1144 0.1932 0.4405
Si 0.0926 0.2426 0.1988
Si 0.0138 0.0278 0.2701
Si -0.2884 -0.1435 0.3399
Si -0.331 0.1452 0.0637
Si 0.0167 0.1768 0.5467
Si -0.0333 0.0419 -0.7002
Si 0.0582 -0.0819 -0.6231
Si 0.0216 -0.0571 0.4395
Si -0.1313 0.13 0.4822
Si -0.0362 0.0409 0.5322
Si 0.1104 -0.1595 0.4786
Si -0.0931 0.0203 0.3132
Si -0.0737 -0.0142 0.2476
Si -0.0416 -0.15 0.2553
Si -0.0706 0.0087 -0.5409
Si -0.0226 -0.2467 0.3644
Si 0.1136 0.009 0.5117
Si -0.1341 -0.1834 0.3726
Si -0.0902 0.039 -0.0171
Si -0.0103 0.016 0.1849
Si 0.0716 -0.2826 -0.4031
Si -0.0032 0.0394 0.0865
Si -0.0509 0.0529 -0.1665
Si 0.0008 -0.0902 -0.1682
Si -0.0125 -0.074 -0.5125
Si 0.0219 0.0301 0.2262
Si -0.0823 -0.1772 0.1936
Si -0.0079 0.1992 -0.4492
Si -0.0015 0.1681 -0.4789
Si 0.0747 -0.0081 0.3126
Si -0.162 0.2313 0.4748
Si 0.1105 -0.1779 -0.056
Si -0.068 0.0217 -0.4426
Si 0.0133 0.0204 -0.3285
Si 0.0712 0.089 -0.3513
Si -0.0647 0.2135 -0.5155
Si 0.0131 -0.0214 -0.2495
Si 0.0162 0.1195 -0.3705
Si -0.0257 -0.0246 0.1122
Si -0.0158 0.1724 -0.3603
Si -0.0498 -0.0259 -0.1185
Si 0.0724 -0.0133 0.2955
O -0.0506 -0.3844 0.5392
O -0.0431 -0.1217 0.4291
O -0.0215 0.1142 0.6141
O 0.1463 -0.0531 0.3444
O -0.1078 0.0534 0.3354
O 0.0253 -0.1225 0.3038
O 0.2353 -0.2109 -0.004
O -0.0383 -0.0917 0.104
O -0.0035 -0.0816 0.0992
O -0.0715 0.0993 0.3662
O 0.0649 -0.0714 -0.1797
O 0.066 -0.0599 0.2107
O -0.0088 0.0105 0.1495
O -0.0795 0.0665 0.2513
O 0.14 0.0045 0.5059
O -0.0548 0.0984 0.1017
O 0.0808 0.091 -0.0324
O -0.0413 -0.0289 0.0496
O -0.0045 -0.0073 0.0314
O 0.0964 0.0755 0.5229
O -0.1638 0.1064 0.1833
O 0.0198 0.0516 0.1197
O -0.1625 0.0974 0.1669
O -0.3249 0.0492 -0.6522
O 0.0564 -0.1436 -0.2397
O 0.0222 -0.1264 -0.0408
O -0.0445 0.1814 0.3784
O 0.0885 0.0092 -0.0021
O 0.0456 -0.003 -0.1803
O -0.0751 0.0428 -0.176
O -0.1886 0.098 -0.4149
O -0.0806 0.0996 0.0526
O 0.0858 -0.2734 -0.4981
O 0.0119 0.1826 -0.4267
O -0.0109 -0.0757 -0.1265
O 0.0147 0.0322 -0.049
O 0.3929 -0.0535 -0.3249
O 0.0164 0.0012 0.1487
O -0.0649 0.034 -0.164
O 0.328 0.0845 -0.6121
O 0.0857 -0.0604 -0.1397
O 0.0254 -0.0368 -0.1494
O -0.1823 -0.1954 -0.2221
O -0.0273 -0.1944 -0.5253
O 0.0227 0.0197 -0.0065
O 0.0312 -0.0891 -0.363
O -0.1261 0.0557 -0.2745
O 0.1114 0.0211 -0.3419
O -0.1439 0.2153 0.2988
O -0.0465 -0.0524 -0.0316
O -0.0654 -0.0603 0.1799
O -0.0037 0.0102 -0.1096
O 0.023 -0.1942 -0.2401
O -0.1138 -0.2089 -0.1638
O -0.0016 -0.0518 -0.1007
O -0.083 -0.1085 -0.4106
O 0.0175 -0.0346 0.0759
O -0.1539 -0.2335 0.3866
O 0.0472 -0.0155 0.152
O -0.0263 -0.0281 -0.309
O -0.0528 0.1274 -0.4167
O 0.003 -0.1619 0.2424
O -0.0199 -0.0307 -0.0769
O -0.0366 0.2026 0.4532
O -0.0581 0.1657 -0.4525
O 0.0271 -0.0855 0.5517
O -0.0366 0.0828 -0.2277
O 0.1055 -0.075 0.0275
O -0.036 -0.0263 0.2451
O -0.0307 -0.0322 -0.2726
O 0.1077 0.2588 0.3457
O 0.1329 -0.0017 -0.3199
O 0.1458 -0.1246 -0.2862
O -0.0583 -0.1397 0.0629
O -0.3515 -0.0498 0.6711
O 0.0153 0.1795 -0.2744
O 0.0832 0.0533 -0.0811
O 0.2604 0.2323 -0.2816
O 0.133 -0.033 -0.196
O -0.0247 0.1158 -0.2199
O 0.056 0.0361 -0.0882
O -0.0619 -0.1065 0.13
O 0.0161 -0.0368 -0.1116
O -0.0145 -0.1836 0.1872
O 0.1003 0.0312 0.2676
O 0.0085 0.1185 -0.0439
O 0.0192 0.0312 0.1333
O 0.0161 -0.0037 0.0177
O 0.0088 -0.0523 -0.0586
O 0.1814 -0.2044 0.5234
O 0.0186 0.0503 -0.0484
O -0.0124 0.0969 -0.0451
O -0.0985 0.1597 0.1699
O 0.0944 -0.0787 0.2656
O 0.0119 0.183 0.0849
O 0.0081 -0.0615 0.1585
O -0.0474 0.0805 -0.2523
O 0.0209 -0.1313 -0.0742
O -0.0116 -0.0144 0.1057
O -0.0987 0.0349 0.3245

The program warned: the cutoff lies below the one the program advises for these potential files.
